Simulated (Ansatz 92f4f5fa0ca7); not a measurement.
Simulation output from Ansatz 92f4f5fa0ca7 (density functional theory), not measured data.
Periodic cell of 150 atoms, Si88O58N4, from a study of silicon, its oxide and their interface. The atomic structure is a simulated model.

Settings: functional r2SCAN; potential files Ansatz norm-conserving; basis plane waves; wave-function cutoff 1300 eV; density cutoff ratio 4; exchange-correlation grid ratio 1; k mesh 2 x 2 x 1, shifted by 0.5 0.5 0.5 of a step; self-consistency stop 5e-08 eV per atom in the density residual; occupations Fermi-Dirac, 0.05 eV; spin none; net charge 0.

Cell vectors (angstrom)
a	10.88	0	0
b	0	10.88	0
c	0	0	21.3512

Atoms: element, x, y, z (angstrom)
Si	0.4195	-0.3164	0.1901
Si	2.3557	3.086	-0.4062
Si	0.006	5.2207	0.0905
Si	2.4038	8.2312	0.0157
Si	5.5097	-0.3039	0.3991
Si	7.857	2.8656	-0.2591
Si	5.7269	5.0149	-0.2604
Si	7.9512	8.405	0.0435
Si	1.524	1.3446	1.2733
Si	4.1603	3.9412	1.0488
Si	1.1328	6.8771	1.3662
Si	3.8936	9.4109	1.4659
Si	6.7909	1.4147	1.253
Si	9.3792	3.9299	1.3454
Si	6.8097	6.6461	1.1268
Si	9.5786	9.4111	1.3843
Si	0.0662	2.5366	2.6318
Si	2.5908	-0.0567	2.7817
Si	-0.1201	8.1498	2.8908
Si	2.6847	5.3796	2.5348
Si	5.4303	2.7566	2.6143
Si	8.1658	-0.137	2.5656
Si	5.3796	8.0334	2.4788
Si	8.2523	5.347	2.7625
Si	1.4578	4.0079	3.9606
Si	4.0406	1.3701	3.991
Si	1.1756	9.555	4.2346
Si	3.9702	6.8459	4.0966
Si	6.6825	4.1601	4.0417
Si	9.52	1.2476	4.0639
Si	6.6674	9.4299	3.8536
Si	9.4897	6.621	4.1581
Si	0.0042	0.0306	5.6597
Si	2.7982	2.6583	5.5387
Si	0.1279	5.483	5.4069
Si	2.6275	8.2589	5.5653
Si	5.4284	-0.0271	5.3852
Si	8.1335	2.6312	5.3531
Si	5.2574	5.4173	5.514
Si	8.1137	8.1748	5.235
Si	1.4738	1.2997	6.9573
Si	4.0934	4.0671	6.9127
Si	1.3325	6.8031	6.9853
Si	4.0599	9.5575	6.8614
Si	6.7736	1.294	6.6925
Si	9.6385	3.9715	6.6222
Si	6.6585	6.9334	6.6615
Si	9.3101	9.4709	6.7988
Si	0.006	2.6698	8.2752
Si	2.849	-0.0407	8.4145
Si	-0.1783	8.2559	8.1591
Si	2.8388	5.611	8.4231
Si	5.5254	2.5211	8.2208
Si	8.1346	0.02	7.9969
Si	5.4554	8.2178	8.0555
Si	8.2435	5.429	7.5991
Si	0.9832	4.353	9.4526
Si	4.5088	1.2359	9.9664
Si	0.9717	9.6894	9.5684
Si	4.9669	6.5002	9.5543
Si	6.9442	4.0866	9.001
Si	9.4847	1.0851	9.6181
Si	6.5744	9.9045	9.376
Si	9.3975	6.5195	9.2962
Si	-2.8243	-1.2361	13.2115
Si	-0.1701	-2.5049	13.7157
Si	3.653	1.6043	15.7016
Si	7.3745	-3.3028	11.2026
Si	0.6677	3.6171	12.3117
Si	8.6698	4.7949	11.426
Si	4.0748	6.6731	19.1108
Si	2.3324	-1.8437	12.3696
Si	-3.8803	1.1831	11.5235
Si	4.7431	6.805	12.4331
Si	-2.3379	5.395	16.2123
Si	5.9915	4.0626	12.6174
Si	-9.4101	2.7697	17.923
Si	-8.8206	6.9997	16.8825
Si	-4.9488	3.8933	15.7698
Si	-2.2894	8.3577	15.76
Si	-0.0622	5.4995	18.2432
Si	11.2265	5.6756	14.5138
Si	2.7428	1.319	12.6652
Si	-1.1201	12.1708	19.1785
Si	5.1578	9.6072	19.061
Si	-7.0201	9.3594	16.4648
Si	8.2013	9.602	18.5892
Si	5.9029	6.9542	15.4805
O	1.4048	-1.3691	-0.656
O	-0.3861	0.6319	20.4692
O	2.3045	2.746	19.3322
O	1.1916	4.1236	-0.0582
O	0.105	1.8744	18.2101
O	-2.3326	8.6341	19.8809
O	-4.2706	10.0013	18.5705
O	2.9372	7.1769	20.2018
O	4.7539	-0.2292	20.3251
O	1.604	6.127	15.5674
O	6.8404	4.035	-0.8129
O	8.6491	2.4285	19.6507
O	-9.556	8.889	13.6132
O	4.8872	5.3881	19.6885
O	9.0932	10.9257	18.4221
O	9.9924	4.0289	12.1093
O	1.4807	4.0165	10.9884
O	3.6141	1.7416	11.2692
O	3.35	1.8459	14.0943
N	5.9012	0.2716	10.4285
O	-0.215	10.7749	10.0968
O	1.5908	9.1533	10.9775
N	5.671	7.1921	11.0616
O	7.596	8.8608	10.1722
O	2.956	-0.3322	12.5394
O	8.4744	1.3748	10.8746
O	3.3895	7.774	12.4536
N	8.601	6.4701	10.8912
O	10.702	5.5178	9.6439
O	-3.5604	0.1571	12.7572
O	-3.4865	4.8668	12.4708
O	3.9772	-0.0571	15.7292
O	-1.2195	-1.3426	12.9456
O	5.8387	3.6857	14.1202
O	8.7213	-2.0925	17.2851
O	8.2011	-6.9268	10.1774
O	7.5698	-2.6699	12.6631
O	-0.0209	-4.0874	13.3112
O	1.312	2.0653	12.5645
O	2.4178	8.5275	16.466
O	5.3794	5.4431	16.0447
O	-1.6177	-5.4021	17.6715
O	-6.9158	9.8874	17.9673
O	-10.1453	6.8383	17.8309
O	-3.1092	9.4399	14.8508
O	-9.8357	4.423	13.7055
O	4.9307	13.5024	16.2228
O	-0.4552	5.4522	19.8129
O	5.7288	5.0332	9.6076
O	5.1408	7.9363	19.1222
O	-9.9812	4.2736	17.6816
O	-5.7786	-2.5729	16.0834
O	-4.6936	2.5875	11.8626
O	-7.4859	6.2964	17.6955
N	-3.2168	6.8745	15.7048
O	-11.8637	5.2186	15.251
O	-6.1636	-5.7363	12.3315
O	-0.8186	8.239	15.1861
O	2.4004	12.9717	16.7685
O	6.6199	9.4006	21.4153
O	5.5445	7.0765	13.8434
O	7.5025	4.0372	16.2597

Results
free energy: -38440.282 eV
free energy less fixed offsets of N -289.75, O -463.61, Si -117.95 eV per atom: -12.302 eV
pressure: -3.51 GPa
stress xx, yy, zz, yz, xz, xy (GPa, positive in tension): 4, 4.29, 2.23, 0.37, 0.58, -2.09

Forces (eV/angstrom), in the order of the atoms: element, x, y, z
Si	-0.7128	-0.1256	-1.2429
Si	0.382	-1.4558	0.7438
Si	-0.5495	0.186	-1.6767
Si	-0.8272	1.1378	-1.0939
Si	0.435	-0.4632	-0.0195
Si	1.3617	0.4733	-0.8926
Si	-1.5951	1.3483	-0.1139
Si	-0.2507	0.8163	0.0521
Si	0.4168	0.1918	-0.423
Si	-1.1297	0.6835	0.0661
Si	0.2152	-0.6218	0.4612
Si	-0.6911	-0.1691	0.1434
Si	0.2922	-0.5565	0.1887
Si	0.4429	-0.5421	-0.4274
Si	0.5085	-0.3743	0.324
Si	0.4242	-0.1092	-0.3931
Si	-0.8366	0.6827	0.3718
Si	0.3958	0.163	0.5531
Si	0.0016	-0.6661	0.0211
Si	0.6836	0.6368	-0.1374
Si	-0.3133	-0.4241	0.2106
Si	-0.1528	1.551	0.838
Si	-0.1281	-1.1382	1.4483
Si	-1.7497	0.0821	-1.1047
Si	-0.4625	-0.1221	0.6958
Si	0.5014	-0.5314	0.6289
Si	0.8232	-0.1172	-0.3188
Si	-0.0528	-0.5832	-0.5925
Si	0.4467	-0.4464	0.6012
Si	0.0964	-0.2793	-0.2282
Si	0.4704	0.391	0.2783
Si	0.2843	1.5659	-0.1139
Si	-1.1868	-0.1704	-0.4678
Si	-0.6265	0.5553	-0.7482
Si	0.7177	-1.5537	0.2531
Si	-0.1435	-0.6418	-0.6254
Si	-0.3997	-0.3933	-0.8254
Si	-0.2152	0.9164	-0.588
Si	0.6596	0.793	-1.1338
Si	-0.6815	-0.3162	0.3543
Si	0.0792	0.364	0.5322
Si	-0.3837	-0.3985	1.2615
Si	0.4746	0.8252	-0.4123
Si	-0.5886	0.0462	-0.5831
Si	0.223	0.2237	-0.1097
Si	0.5203	-0.6779	-0.3625
Si	1.603	-0.6773	-1.2338
Si	1.3333	-0.1614	-1.3548
Si	-0.8574	-0.6039	-0.214
Si	-0.2889	0.3213	0.7458
Si	-0.3529	-1.3904	0.7381
Si	-0.2308	-1.1408	0.2134
Si	-0.9841	0.2544	-0.242
Si	-0.6495	0.7142	0.999
Si	-0.085	0.6969	1.1581
Si	-1.4805	0.71	0.7628
Si	1.0234	1.8798	0.5452
Si	-1.5218	-0.7202	-0.3048
Si	-0.2408	1.7393	0.4558
Si	0.0722	-0.1116	0.3967
Si	1.5461	1.4488	0.7432
Si	1.7354	-1.5166	-0.6007
Si	0.8184	-0.8341	-0.1533
Si	1.6614	0.0181	0.2161
Si	-0.1818	-0.1155	1.7467
Si	-2.0348	0.8523	-0.9944
Si	0.231	0.4858	0.7068
Si	-1.1482	1.3474	-0.2223
Si	1.4526	-0.3626	1.7898
Si	-0.1179	0.8082	1.6409
Si	0.4841	0.9676	1.2618
Si	1.5551	0.7649	0.6272
Si	-0.8219	-0.8423	-0.2995
Si	0.7378	0.0175	1.7282
Si	-0.3914	-0.4332	-0.0675
Si	-0.4889	0.933	-0.3113
Si	-1.0519	-1.0681	0.7903
Si	-0.1015	-1.4734	-0.078
Si	-1.0685	0.3978	-1.8886
Si	-2.1844	0.2487	0.361
Si	-1.2147	-0.6051	0.279
Si	2.431	-0.0273	-0.7909
Si	1.3465	-0.6243	-1.1897
Si	1.7065	0.5088	-0.024
Si	-2.012	-0.1609	0.1588
Si	0.3681	-0.1828	-0.1132
Si	0.1668	-0.9446	-0.5715
Si	-0.5565	-0.6087	-1.43
O	0.7333	-1.2323	1.2197
O	-0.4209	0.24	-0.1402
O	0.6204	0.2933	0.9495
O	0.2615	0.1773	-0.3505
O	-0.7119	0.0211	0.3183
O	-0.4322	0.3323	-0.7685
O	1.893	0.0753	-0.4594
O	-0.0762	0.3739	-0.0339
O	-0.0015	-0.8749	-2.6762
O	-0.9259	0.3474	-1.077
O	1.3916	-1.4895	-0.1583
O	0.2498	-0.7908	1.0775
O	0.0633	0.5535	0.1953
O	0.0099	0.6477	0.3673
O	-0.6548	0.5414	0.3196
O	-1.6205	0.2165	-0.7796
O	-0.1593	0.2682	-0.584
O	0.0597	0.0481	0.3976
O	0.1199	-0.1931	0.7326
N	0.3104	0.5404	0.4301
O	-0.5837	1.0031	-0.8825
O	-0.5979	-1.2246	-0.9951
N	-0.3129	0.1223	-0.5726
O	0.0357	-0.386	0.5205
O	-0.3887	0.6384	0.7408
O	0.3609	0.2752	-0.1936
O	0.0451	-0.1865	-0.3238
N	1.2313	-0.6299	-1.3008
O	-0.2277	-0.2877	0.0106
O	0.2565	-0.5644	0.2606
O	0.696	-0.3954	-0.2696
O	-0.7492	1.0872	-0.433
O	1.935	-1.3443	0.8163
O	0.2269	-0.4441	2.9277
O	-0.6935	0.0931	0.6461
O	-1.5058	-1.4392	-1.8796
O	-0.5575	0.3268	-0.2233
O	-0.0848	-0.2906	0.6986
O	-1.3677	0.5823	-0.2062
O	0.9504	0.1048	-0.3718
O	0.2482	0.7051	-0.4855
O	0.4363	0.0844	-0.6786
O	1.1995	-0.0714	1.8001
O	0.5078	0.672	0.1579
O	0.4653	0.498	-0.786
O	-0.4425	-0.0421	-0.5368
O	-0.0366	-0.0274	-0.3787
O	1.0093	0.0704	1.8496
O	0.1117	0.4398	-0.1985
O	-0.1277	0.5318	0.3439
O	-0.2123	0.2396	0.2101
O	-0.1967	-0.5048	-0.02
O	0.5741	-0.4032	-0.3687
O	-1.6547	1.2626	-0.5201
N	-0.1111	-0.8377	0.5747
O	-1.5728	-0.2006	0.4299
O	0.2051	-0.9977	-0.1469
O	1.3872	-0.0271	0.1647
O	0.8465	-0.3272	-1.2744
O	0.6738	-0.01	-0.0149
O	-0.4921	-0.3474	1.0557
O	0.4258	0.8925	-0.4956
